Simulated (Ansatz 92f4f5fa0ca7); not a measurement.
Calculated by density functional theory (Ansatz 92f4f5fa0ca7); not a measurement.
Periodic cell of 237 atoms, Si146O90P1, from a study of silicon, its oxide and their interface. The atomic structure is a simulated model.
Doubt: the cutoff is far below the 930 eV that the study's wrapper takes by default for these files, so forces and energies are approximate.
This geometry differs little from another in the collection (a relaxation step or a small displacement).

Settings: functional PBE; potential files Ansatz PAW; basis plane waves; wave-function cutoff 580 eV; density cutoff ratio 5; exchange-correlation grid ratio 1; k mesh 1 x 1 x 1, Gamma-centred; self-consistency stop 5e-08 eV per atom in the density residual; occupations fixed; spin none; net charge +1 e, with a uniform compensating background and no finite-size correction.

Cell vectors (angstrom)
a, 11.6015, 0, 0
b, 0, 10.938, 0
c, 0, 0, 32.0622

Atoms and the computed forces on them: element, x, y, z (angstrom), force x, y, z (eV/angstrom)
Si, -0.1968, -0.0557, 23.2804, -0.0015, -0.0222, 0.0271
Si, 3.6712, 0.2048, 23.0946, -0.0141, 0.0106, 0.0194
Si, 7.5491, -0.1355, 23.4472, -0.0024, 0.0057, 0.0078
Si, 1.688, 1.3762, 23.4157, 0.0147, 0, 0.0142
Si, 5.7343, 1.4089, 23.1834, 0.0076, -0.0128, 0.0144
Si, 9.4379, 1.2292, 23.3567, 0.0005, -0.0019, 0.0137
Si, 0.1623, 5.3103, 23.4562, -0.0096, 0.0127, 0.0128
Si, 4.125, 5.2956, 23.3922, -0.0149, 0.0153, 0.0229
Si, 8.0374, 5.6104, 23.5477, -0.0023, 0.0185, 0.0191
Si, 2.1587, 6.58, 23.3653, 0.0094, -0.011, 0.0155
Si, 5.9705, 6.7654, 23.4776, 0.0071, -0.0153, 0.0112
Si, 10.0154, 6.8665, 23.6033, -0.01, -0.0047, 0.0212
Si, 1.904, 2.6702, 25.3831, -0.0119, -0.0114, 0.0008
Si, 5.8333, 2.6643, 25.2522, -0.0023, -0.008, -0.0014
Si, 9.6284, 2.6907, 25.2574, 0.0062, -0.0037, -0.0075
Si, 11.596, 4.0054, 25.3854, 0.0023, 0.0081, -0.0054
Si, 3.8907, 3.9777, 25.3281, 0.0153, 0.0039, -0.0098
Si, 7.747, 4.1002, 25.3534, -0.0043, -0.0002, -0.0135
Si, 1.9736, 8.1533, 25.1882, -0.0034, -0.005, -0.0159
Si, 5.7752, 8.1588, 25.37, -0.0016, -0.003, -0.0046
Si, 9.709, 8.2647, 25.4394, -0.0027, 0.0026, -0.022
Si, 11.6375, 9.5585, 25.2797, 0, 0.0137, -0.0092
Si, 3.8682, 9.5845, 25.0644, 0.0093, -0.0012, -0.003
Si, 7.688, 9.5167, 25.4098, -0.0027, -0.0005, 0.0018
Si, 11.6492, 0.0077, 27.2171, -0.0004, 0.0276, -0.011
Si, 3.9082, -0.0574, 27.1092, -0.0054, 0.0108, 0.0118
Si, 7.7579, -0.024, 27.2891, -0.0011, 0.0168, -0.0032
Si, 1.9938, 1.3122, 27.2778, 0.0056, -0.0144, -0.0017
Si, 5.8326, 1.3239, 27.1951, 0.0044, -0.0128, 0.0013
Si, 9.6883, 1.333, 27.1988, -0.0034, -0.0164, 0.0092
Si, 11.5903, 5.4769, 27.2306, 0.0026, -0.0122, -0.0009
Si, 3.8381, 5.4186, 27.2277, 0.004, 0, -0.0018
Si, 7.7261, 5.46, 27.284, -0.01, 0.0006, -0.0013
Si, 1.9305, 6.8327, 27.1701, -0.0001, 0.0104, 0.0113
Si, 5.7627, 6.7879, 27.2848, -0.0058, -0.0032, -0.0139
Si, 9.6619, 6.8298, 27.2994, 0.0116, 0.0036, 0.0064
Si, 1.9279, 2.7133, 29.1775, 0.008, 0.0123, -0.0073
Si, 5.7976, 2.7142, 29.1243, 0.0004, 0.0114, -0.0198
Si, 9.6967, 2.7174, 29.1338, 0.0086, 0.0081, -0.0155
Si, 0.0127, 4.1052, 29.1551, -0.0073, -0.0035, 0.0154
Si, 3.8639, 4.0804, 29.1826, -0.0134, -0.0203, 0.0069
Si, 7.7384, 4.0752, 29.197, 0.0014, -0.0201, 0.0105
Si, 1.948, 8.1928, 29.1326, 0.0094, 0.0003, -0.0009
Si, 5.7956, 8.1761, 29.1887, -0.013, 0.0114, 0.0278
Si, 9.6637, 8.1971, 29.2339, -0.0163, 0.0025, 0.017
Si, 0.0043, 9.5608, 29.1527, 0.0047, 0.0038, 0.0232
Si, 3.8798, 9.5599, 29.1019, 0.0036, -0.0145, -0.0298
Si, 7.7281, 9.5471, 29.2049, 0.0119, -0.0086, -0.0054
P, 0.0036, -0.0057, 31.0936, -0.0098, -0.0038, -0.0015
Si, 3.8596, -0.0161, 31.0616, 0.0008, 0.0233, 0.0035
Si, 7.7339, -0.0108, 31.1174, -0.0075, 0.0064, -0.0016
Si, 1.9235, 1.3672, 31.1206, 0.0004, -0.0141, -0.0032
Si, 5.7962, 1.3775, 31.0661, 0.004, -0.0202, 0.0036
Si, 9.6775, 1.3622, 31.0916, 0.0067, -0.0129, 0.0037
Si, 0.0104, 5.4648, 31.0944, 0.0029, 0.0062, 0.0043
Si, 3.8715, 5.468, 31.1027, 0.0026, 0.0306, -0.0015
Si, 7.7398, 5.4583, 31.1245, -0.0025, 0.0271, 0.002
Si, 1.9405, 6.8359, 31.0718, -0.0099, -0.0175, -0.0002
Si, 5.805, 6.8289, 31.1217, 0.002, -0.0145, -0.0058
Si, 9.6768, 6.8214, 31.1478, 0.0132, -0.0201, -0.0058
Si, 1.9144, 2.7434, 1.0025, -0.0013, 0.0065, 0.014
Si, 5.796, 2.7424, 0.9333, -0.0089, 0.0116, 0.0053
Si, 9.6822, 2.7283, 0.983, 0.0081, 0.0111, 0.0104
Si, -0.0113, 4.1186, 0.9711, -0.01, -0.003, -0.019
Si, 3.8619, 4.1071, 0.9711, -0.0024, -0.0189, -0.0006
Si, 7.7407, 4.1006, 0.991, 0.0135, -0.0137, 0.0003
Si, 1.9399, 8.2221, 0.9315, 0.003, 0.0059, -0.0073
Si, 5.7971, 8.2206, 0.9709, 0.0014, 0.0145, -0.0159
Si, 9.6619, 8.2268, 0.9949, -0.0173, 0.0079, 0.0034
Si, -0.0003, 9.5979, 0.9804, 0.0038, 0.0053, -0.0158
Si, 3.8666, 9.5946, 0.9663, -0.0045, -0.0079, 0.0147
Si, 7.7314, 9.5836, 0.9958, 0.0076, -0.0079, 0.0075
Si, 11.6093, 0.0569, 2.9159, -0.002, 0.0236, 0.0052
Si, 3.8595, 0.0222, 2.9232, -0.0061, 0.0131, -0.0022
Si, 7.737, 0.0234, 2.9145, 0.0074, 0.0153, -0.0003
Si, 1.9415, 1.4064, 2.9445, 0.0049, -0.0118, -0.0046
Si, 5.8109, 1.372, 2.8434, 0.0021, -0.0171, -0.0026
Si, 9.6542, 1.3917, 2.9372, -0.003, -0.0133, -0.0055
Si, 11.5661, 5.512, 2.8791, -0.0056, -0.0082, 0.001
Si, 3.8676, 5.4973, 2.9047, 0.0069, 0.001, 0.0027
Si, 7.7474, 5.5155, 2.9146, -0.006, -0.0001, -0.0033
Si, 1.9067, 6.8364, 2.8589, 0.0016, 0.0049, -0.0049
Si, 5.8088, 6.856, 2.886, 0.0031, -0.0058, 0.0129
Si, 9.6678, 6.9143, 2.9758, 0.0053, 0.0086, -0.0069
Si, 1.9128, 2.8417, 4.835, -0.0091, -0.0021, 0.0054
Si, 5.8366, 2.7372, 4.7469, -0.0005, -0.0007, 0.0084
Si, 9.5985, 2.8075, 4.8457, -0.0006, -0.0046, 0.0006
Si, 11.5413, 4.1418, 4.788, 0.0052, 0.0081, 0.0082
Si, 3.9155, 4.1092, 4.8254, 0.0031, -0.0028, 0.0086
Si, 7.7194, 4.2174, 4.886, -0.0028, 0.002, 0.0072
Si, 1.8875, 8.1506, 4.8041, 0.0064, -0.0016, 0.0123
Si, 5.8087, 8.2542, 4.7904, -0.0035, -0.0041, 0.0033
Si, 9.6605, 8.3271, 4.9178, -0.0078, 0.0028, 0.0108
Si, 11.6322, 9.6526, 4.8713, 0.003, 0.0094, 0.0132
Si, 3.8195, 9.4849, 4.7941, 0.0034, 0.0003, 0.0031
Si, 7.7189, 9.6783, 4.8973, 0.0005, -0.0018, -0.0004
Si, 11.5954, 0.2412, 6.77, -0.0059, -0.0133, -0.0244
Si, 3.7562, -0.051, 6.6615, 0.0008, 0.0038, -0.0218
Si, 7.7102, 0.0602, 6.9204, -0.0048, 0.0119, -0.0153
Si, 2.0496, 1.5055, 6.7676, -0.0012, -0.0015, -0.0178
Si, 5.7117, 1.2832, 6.6264, 0.0111, -0.0076, -0.0193
Si, 9.6416, 1.5247, 6.8419, 0.016, -0.0089, -0.0216
Si, 11.5233, 5.5026, 6.7107, 0.0051, 0.0021, -0.0162
Si, 3.979, 5.4362, 6.7999, -0.0025, 0.0132, -0.0071
Si, 7.7369, 5.6746, 6.8385, -0.0028, 0.0197, -0.0202
Si, 1.972, 6.6457, 6.662, -0.002, -0.0057, -0.0241
Si, 5.8102, 6.9778, 6.7572, 0.0045, -0.0153, -0.0198
Si, 9.7532, 7.0428, 6.9241, 0.0021, -0.0162, -0.0158
O, 9.9943, 7.9686, 8.3083, 0.0114, 0.0319, 0.0124
O, 7.6602, 9.9366, 8.2212, -0.0132, -0.0263, 0.0113
O, 7.4023, 4.7318, 8.1653, 0.0022, -0.0213, 0.024
O, 3.3755, 10.3567, 8.2078, 0, -0.0166, 0.0278
O, 2.0324, 7.5659, 8.0242, -0.0001, 0.0179, 0.0149
O, 3.9968, 4.5868, 8.249, 0.002, -0.0251, -0.0007
O, 9.7831, 2.4449, 8.227, 0.0042, 0.0327, 0.0123
O, 2.6105, 2.3405, 8.1238, 0.0197, 0.0151, -0.0032
O, 11.3842, 4.5697, 8.0704, -0.0158, -0.028, 0.0118
O, 5.3566, 2.375, 7.8161, -0.0201, 0.0278, 0.0041
O, 5.8138, 7.9862, 8.0862, 0.0084, 0.0313, 0.0085
O, 11.3129, 10.297, 8.1265, -0.0182, -0.0343, 0.0148
O, 11.2809, 10.0806, 21.8163, -0.0055, -0.0219, -0.0047
O, 3.2209, 10.7248, 21.5244, 0.0109, -0.016, -0.0142
O, 5.7807, 7.7691, 22.165, 0.005, 0.0343, -0.0074
O, 4.2227, 4.4445, 21.9509, 0.0177, -0.0273, -0.0106
O, 7.6809, 9.6848, 22.1959, -0.0121, -0.0226, -0.0004
O, 10.3313, 7.669, 22.191, 0.0121, 0.0322, -0.0147
O, 1.6118, 2.4041, 22.1188, -0.0097, 0.0183, -0.0016
O, 5.9484, 2.4377, 21.8801, -0.0041, 0.029, -0.0053
O, 8.4482, 4.6989, 22.2224, -0.0017, -0.0171, -0.0151
O, -0.0745, 4.4501, 22.0392, 0.0076, -0.0303, -0.0041
O, 2.3362, 7.3699, 21.9295, -0.001, 0.0129, -0.0248
O, 9.1212, 1.8778, 21.8646, -0.0005, 0.0122, -0.0106
Si, 1.9132, 7.7909, 9.6128, 0.0061, 0.0149, 0.0239
Si, 5.0377, 0.5812, 17.6825, -0.0023, -0.0014, -0.0302
Si, 2.4904, 5.4154, 14.0202, -0.006, 0.0003, 0.0171
Si, 10.56, 3.8625, 14.0521, 0.0048, 0.0046, 0.0078
Si, 8.2792, 2.3859, 15.2575, -0.0041, -0.0072, 0.002
Si, 9.5455, 2.2448, 20.3354, 0.0044, 0.0047, -0.0232
Si, 10.508, 3.6492, 9.0863, -0.0042, 0.0037, 0.0012
Si, 0.0369, 2.3178, 11.5744, -0.0018, 0.0019, 0.03
Si, 11.0231, 8.1348, 15.3942, -0.0074, 0.001, -0.0013
Si, 5.1626, 6.933, 13.9918, 0.004, -0.0013, 0.0114
Si, 5.7527, 2.6142, 11.1236, -0.002, 0.0114, 0.0331
Si, 8.5804, 7.6756, 19.3931, 0.0039, -0.0011, -0.0352
Si, 8.1217, 4.8506, 20.6337, 0.0017, -0.0019, -0.0256
Si, 5.9177, 9.5846, 15.2019, 0.0008, 0.003, 0.0033
Si, 2.1134, 7.6371, 20.3402, -0.0092, 0.0127, -0.0182
Si, 1.9248, 4.8919, 18.7846, 0.004, -0.0013, -0.0265
Si, 4.4976, 3.4448, 18.0105, -0.006, 0.003, -0.0256
Si, 8.5058, 8.9254, 16.8176, -0.0015, -0.0012, -0.018
Si, 0.8305, 9.4786, 13.2963, 0.0011, 0.0065, 0.0186
Si, 9.9111, 10.6573, 11.7219, 0.0005, -0.0101, 0.0294
Si, 5.3536, 3.7074, 21.0119, -0.0024, 0.0018, 0.001
Si, 0.5835, 5.5251, 16.2602, 0, -0.0017, -0.0068
Si, 10.7827, 9.153, 9.1483, -0.0004, 0.0006, -0.0074
Si, 6.5647, 8.8991, 21.2879, 0.0012, -0.0062, -0.0068
Si, 7.1155, 7.1091, 11.4911, 0.0041, 0.0035, 0.0241
Si, 2.6756, 0.7369, 12.221, 0.0045, -0.0059, 0.0251
Si, 10.8932, 8.6818, 21.0459, 0.0039, 0.005, -0.0053
Si, 6.041, 4.3276, 15.6319, -0.0014, 0.0023, -0.0032
Si, 7.0863, 0.4869, 12.9769, -0.0006, 0.0013, 0.0249
Si, 4.0569, 2.98, 8.6012, -0.0048, 0.0039, 0.002
Si, 0.878, 6.7388, 11.8973, 0.0068, -0.0012, 0.0315
Si, 6.5704, 9.0496, 9.0832, 0.0041, 0.009, 0.0069
Si, 0.6651, 3.2892, 21.1392, -0.0033, 0.0042, -0.0124
Si, 9.8006, 6.5072, 12.8909, -0.0091, 0.0021, 0.0268
Si, 7.7128, 4.5369, 9.7558, 0.0046, -0.0051, 0.021
Si, 3.9847, 10.0764, 20.2148, -0.0048, -0.0082, -0.0126
Si, 4.2623, 3.0369, 13.5329, 0.0044, -0.0026, 0.0175
Si, 3.8557, 10.0164, 9.742, -0.0014, -0.0051, 0.0166
Si, 8.0549, 0.7775, 18.0287, 0.0053, 0.0011, -0.0318
O, 11.512, 3.2291, 12.9045, -0.0059, 0.0063, -0.0023
O, 9.3382, 4.474, 9.8829, -0.0065, 0.0059, -0.0151
O, 8.8082, 3.6115, 19.8604, 0.0005, -0.0057, 0.0222
O, 4.0396, -0.0626, 18.807, 0.0041, 0.0096, 0.0108
O, 11.322, 4.5402, 15.3118, -0.0025, -0.0025, 0.003
O, 9.8547, 9.81, 10.3144, -0.0121, 0.0185, 0.0036
O, 3.7705, 1.531, 13.139, 0.0023, 0.0067, -0.0116
O, 0.6501, 9.0608, 14.8618, 0.0035, -0.0018, 0.0021
O, 6.4738, 0.9748, 18.3801, -0.0023, -0.0013, 0.0203
O, 4.7632, 3.1712, 19.6051, -0.0087, -0.006, -0.0047
O, 6.2517, 1.1796, 11.7445, 0.0044, -0.0079, -0.0194
O, 0.5451, 8.6446, 9.8672, 0.0168, -0.0037, -0.0169
O, 5.646, 4.3194, 17.2274, 0.0035, 0.001, 0.0109
O, 8.4439, 7.2022, 12.3962, 0.0086, -0.0014, -0.0131
O, 4.4077, 2.6319, 10.1566, 0.0136, -0.0045, 0.0055
O, 2.0687, 5.6468, 15.5759, 0.0004, 0.0007, 0.0004
O, 3.3771, 0.069, 10.9167, -0.0106, 0.0145, -0.0045
O, 5.8858, 7.2219, 12.5496, -0.0086, -0.0019, -0.0081
O, 2.3023, 6.3529, 19.3816, -0.001, -0.0151, 0.0142
O, 0.6506, 4.9394, 17.7763, -0.007, 0.0024, 0.0078
O, 8.4157, 10.6899, 12.3687, -0.0058, 0.0035, -0.0166
O, 5.4752, 10.0789, 9.6959, -0.0045, 0.0054, -0.0176
O, 0.5987, 8.2031, 20.206, 0.0076, -0.0061, 0.0178
O, 9.7693, 2.6026, 14.6857, 0.0008, 0.0006, -0.0052
O, 2.0015, 10.5897, 13.2205, -0.0052, -0.004, -0.01
O, 9.9431, 9.1061, 16.0993, 0.0048, -0.0008, 0.0048
O, 6.1502, 10.3502, 13.7748, 0.0009, -0.0024, -0.009
O, 7.4627, 1.5966, 14.1013, 0.0016, 0.0042, -0.0032
O, 1.6458, 3.9209, 20.0395, 0.0127, 0.0103, 0.0057
O, 5.9076, 5.7929, 14.9168, -0.0017, -0.001, -0.0009
O, 7.3354, 8.9399, 15.7008, -0.0027, 0.0013, 0.0035
O, 1.5141, 1.6742, 11.605, -0.0002, -0.0011, -0.0234
O, 7.1992, 8.2899, 10.3672, 0.0043, -0.0169, -0.0005
O, 4.322, 1.9899, 17.2819, -0.0008, -0.0008, 0.0118
O, 7.0326, 3.1629, 10.2828, -0.007, -0.0065, -0.0193
O, 11.5457, 7.0114, 16.4388, 0.0008, 0, 0.0046
O, 8.2866, 10.1373, 17.8464, 0.0003, -0.0039, 0.0201
O, 3.2686, 8.5402, 10.102, -0.006, -0.0053, -0.025
O, 7.5884, 3.839, 15.5183, -0.001, -0.0012, 0.0028
O, 3.1409, 4.3084, 17.9002, 0.005, -0.0045, 0.0137
O, 2.9007, 3.8857, 13.7022, 0.0015, 0.0025, -0.0119
O, 1.3391, 8.2008, 12.4395, -0.0019, 0.0046, -0.0145
O, 1.2091, 5.6742, 13.0633, 0.0024, -0.0034, -0.0118
O, 4.9725, 8.3029, 14.8621, -0.0038, -0.0004, -0.0025
O, 11.1683, 2.3881, 20.3396, -0.0048, -0.0059, 0.0169
O, 10.9804, 9.9847, 12.7462, 0.009, 0.0001, -0.0102
O, 5.2893, 3.5757, 12.3664, -0.004, 0.0004, -0.009
O, 5.088, 3.1988, 14.9211, -0.0014, -0.0005, 0
O, 6.4899, 4.8079, 20.5742, -0.0026, -0.0006, 0.0172
O, 8.3975, 1.5595, 16.6496, 0.0012, 0.0077, 0.0012
O, 10.412, 1.2462, 11.46, 0.0019, 0.0002, -0.0231
O, 10.8735, 6.6128, 11.657, -0.0031, -0.0003, -0.0189
O, 3.2572, 8.6769, 19.8563, 0.004, 0.0035, 0.0211
O, 1.7118, 6.441, 10.5162, -0.0039, -0.0093, -0.0146
O, 7.1604, 8.2071, 19.966, 0.0056, -0.0066, 0.0096
O, 8.5056, 7.5855, 17.7644, -0.0036, 0.0014, 0.003
O, 3.6759, 6.4255, 13.6091, 0.0021, 0, -0.0102
O, 9.5644, 4.9588, 13.3476, 0.0037, -0.0011, -0.012
O, 5.5113, 9.9996, 20.767, -0.0159, 0.0048, 0.0144
O, 10.3307, 7.3662, 14.1488, 0.0025, -0.0018, -0.0057
O, 8.7811, 6.176, 19.9838, 0.0014, 0.0086, 0.0191
O, 7.0684, 5.7148, 10.6573, -0.0041, 0.0117, -0.0126
O, 5.2627, 10.5461, 16.3719, 0.004, -0.0065, 0.003
O, 9.0487, 1.1503, 19.2575, -0.0091, -0.0085, 0.0133
O, 11.5792, 3.1681, 10.1909, 0.0139, -0.0104, -0.0025
O, 9.7356, 8.7168, 19.9042, -0.0167, -0.0063, 0.0074

Results
free energy: -144757.642 eV
free energy less fixed offsets of O -568.88, P -755.39, Si -635.61 eV per atom: -3.992 eV

The program warned: the cutoff lies below the one the program advises for these potential files; the forces do not sum to zero within the program's tolerance; the exchange-correlation potential is rough where the density is thin.
